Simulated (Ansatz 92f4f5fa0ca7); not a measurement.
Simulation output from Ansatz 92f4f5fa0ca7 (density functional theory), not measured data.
Periodic cell of 375 atoms, Si241O134, from a study of silicon, its oxide and their interface. The atomic structure is a simulated model.
Doubt: the cutoff is far below the 930 eV that the study's wrapper takes by default for these files, so forces and energies are approximate.
This geometry differs little from another in the collection (a relaxation step or a small displacement).

Settings
functional: PBE
potential files: Ansatz PAW
basis: plane waves
wave-function cutoff: 580 eV
density cutoff ratio: 5
exchange-correlation grid ratio: 1
k mesh: 1 x 1 x 1, Gamma-centred
self-consistency stop: 5e-08 eV per atom in the density residual
occupations: fixed
spin: none
net charge: 0

Cell vectors (angstrom)
a, 11.6015, 0, 0
b, 0, 13.3963, 0
c, 0, 0, 42.3807

Atoms and the computed forces on them: element, x, y, z (angstrom), force x, y, z (eV/angstrom)
Si, 0, 2.2327, 1.1851, 0.0121, -0.0339, -0.08
Si, 3.8672, 2.2327, 1.1851, -0.0216, -0.031, -0.0529
Si, 7.7343, 2.2327, 1.1851, 0.0108, -0.0398, -0.0248
Si, 1.9336, 5.5818, 1.1851, 0.0014, 0.015, 0.0354
Si, 5.8008, 5.5818, 1.1851, -0.0068, 0.0649, 0.0393
Si, 9.6679, 5.5818, 1.1851, 0.0291, 0.0336, 0.0433
Si, 0, 8.9308, 1.1851, -0.0216, 0.0164, 0.0391
Si, 3.8672, 8.9308, 1.1851, 0.0105, 0.0348, -0.007
Si, 7.7343, 8.9308, 1.1851, -0.0024, 0.0275, -0.0319
Si, 1.9336, 12.2799, 1.1851, -0.0163, 0.001, 0.0259
Si, 5.8008, 12.2799, 1.1851, 0.0054, -0.0068, 0.0202
Si, 9.6679, 12.2799, 1.1851, -0.008, -0.0189, 0.0336
Si, 1.9336, 1.1164, 1.9745, -0.0197, 0.1356, 0.0082
Si, 5.8008, 1.1164, 1.9745, -0.0318, 0.183, -0.0203
Si, 9.6679, 1.1164, 1.9745, 0.0304, 0.1646, -0.0037
Si, 0, 4.4654, 1.9745, -0.0215, -0.1125, -0.01
Si, 3.8672, 4.4654, 1.9745, -0.0012, -0.0526, -0.0161
Si, 7.7343, 4.4654, 1.9745, 0.0088, -0.0457, -0.033
Si, 1.9336, 7.8145, 1.9745, 0.0618, -0.091, -0.0303
Si, 5.8008, 7.8145, 1.9745, 0.0324, -0.086, 0.0032
Si, 9.6679, 7.8145, 1.9745, -0.0726, -0.0357, -0.0035
Si, 0, 11.1635, 1.9745, 0.0104, -0.0559, -0.0105
Si, 3.8672, 11.1635, 1.9745, 0.0338, -0.096, -0.0218
Si, 7.7343, 11.1635, 1.9745, -0.0147, -0.0768, -0.0079
Si, 1.9336, 1.1164, 4.3426, -0.0611, 0.336, -0.5262
Si, 5.8008, 1.1164, 4.3426, -0.097, 0.4746, -0.3085
Si, 9.6679, 1.1164, 4.3426, 0.0753, 0.4151, -0.3189
Si, 0, 4.4654, 4.3426, -0.0555, -0.2859, 0.3403
Si, 3.8672, 4.4654, 4.3426, 0.0329, -0.1336, 0.5089
Si, 7.7343, 4.4654, 4.3426, 0.0084, -0.0831, 0.7139
Si, 1.9336, 7.8145, 4.3426, 0.1641, -0.1628, 0.2012
Si, 5.8008, 7.8145, 4.3426, 0.0931, -0.2044, 0.0817
Si, 9.6679, 7.8145, 4.3426, -0.2006, -0.064, 0.0465
Si, 0, 11.1635, 4.3426, 0.0365, -0.1878, -0.2164
Si, 3.8672, 11.1635, 4.3426, 0.0717, -0.2668, -0.3993
Si, 7.7343, 11.1635, 4.3426, -0.039, -0.248, -0.3583
Si, 0, 0, 38.0401, -0.256, 0.2401, -0.1832
Si, 3.8672, 0, 38.0401, -0.1547, 0.0775, 0.092
Si, 7.7343, 0, 38.0401, 0.2301, 0.1586, -0.0062
Si, 1.9336, 3.3491, 38.0401, -0.2477, 0.0019, -0.2776
Si, 5.8008, 3.3491, 38.0401, -0.0443, 0.0913, 0.229
Si, 9.6679, 3.3491, 38.0401, 0.2201, -0.0024, -0.1137
Si, 0, 6.6981, 38.0401, 0.2754, -0.2443, -0.2279
Si, 3.8672, 6.6981, 38.0401, -0.151, -0.1288, 0.0896
Si, 7.7343, 6.6981, 38.0401, 0.1511, -0.0099, 0.206
Si, 1.9336, 10.0472, 38.0401, -0.0201, -0.0894, -0.0019
Si, 5.8008, 10.0472, 38.0401, 0.024, 0.1856, 0.1723
Si, 9.6679, 10.0472, 38.0401, -0.1166, 0.1033, 0.0312
Si, 0, 0, 40.4082, -0.0951, 0.0806, 0.0137
Si, 3.8672, 0, 40.4082, -0.0658, 0.0422, -0.0023
Si, 7.7343, 0, 40.4082, 0.0907, 0.0569, 0.0081
Si, 1.9336, 3.3491, 40.4082, -0.0901, -0.0133, -0.009
Si, 5.8008, 3.3491, 40.4082, -0.0163, 0.0366, -0.0218
Si, 9.6679, 3.3491, 40.4082, 0.1007, -0.0088, -0.0122
Si, 0, 6.6981, 40.4082, 0.0952, -0.0915, 0.0271
Si, 3.8672, 6.6981, 40.4082, -0.0493, -0.0139, 0.012
Si, 7.7343, 6.6981, 40.4082, 0.0614, 0.0327, 0.0168
Si, 1.9336, 10.0472, 40.4082, -0.0115, -0.0382, 0.0099
Si, 5.8008, 10.0472, 40.4082, 0.019, 0.0762, 0.0164
Si, 9.6679, 10.0472, 40.4082, -0.0532, 0.0185, 0.0276
Si, 0, 2.2327, 41.1976, -0.0073, 0.0221, 0.0472
Si, 3.8672, 2.2327, 41.1976, 0.0159, 0.021, -0.0055
Si, 7.7343, 2.2327, 41.1976, -0.0129, 0.0217, -0.0086
Si, 1.9336, 5.5818, 41.1976, 0.0031, -0.0042, 0.0164
Si, 5.8008, 5.5818, 41.1976, 0.0017, -0.0545, -0.0135
Si, 9.6679, 5.5818, 41.1976, -0.0274, -0.0267, -0.0177
Si, 0, 8.9308, 41.1976, 0.0127, -0.0064, -0.0511
Si, 3.8672, 8.9308, 41.1976, 0.0028, -0.0295, -0.012
Si, 7.7343, 8.9308, 41.1976, -0.0004, -0.0262, 0.0184
Si, 1.9336, 12.2799, 41.1976, 0.0184, 0.005, -0.0392
Si, 5.8008, 12.2799, 41.1976, -0.0028, -0.0008, -0.0169
Si, 9.6679, 12.2799, 41.1976, 0.0039, 0.019, 0.0147
Si, 0.0057, -0.3284, 30.6368, 0.0024, -0.0158, 0.0112
Si, 3.8181, -2.2699, 30.792, -0.0046, 0.0061, -0.0048
Si, 5.2733, -0.5505, 31.8194, -0.0111, 0.0264, 0.0138
Si, 2.5984, 2.5986, 30.52, 0.0008, 0.0048, -0.0049
Si, 6.2816, 3.0273, 31.9148, -0.0029, 0.0039, -0.0062
Si, 10.1745, 3.533, 29.412, 0.0005, -0.0052, 0.0117
Si, 0.3142, 9.6862, 31.8463, -0.0085, -0.0142, 0.012
Si, 4.2861, 6.899, 31.0212, -0.0044, -0.0229, 0.0059
Si, 8.0489, 6.5029, 31.529, -0.048, -0.0115, 0.0194
Si, 4.3213, 10.9514, 28.383, 0.0098, -0.0061, -0.0115
Si, 7.5762, 11.4836, 26.1225, 0.0041, -0.001, 0.0037
Si, 9.6614, 10.1375, 31.2031, -0.0035, 0.0419, -0.0037
Si, 0.4766, 1.9219, 31.3514, -0.0013, 0.0108, 0.0046
Si, 4.3605, 1.6829, 31.8672, -0.0034, -0.0177, 0.0205
Si, 7.3741, 2.5389, 29.9557, 0.003, 0.0128, -0.002
Si, 2.3531, 5.6294, 31.6415, -0.0002, -0.0014, -0.0005
Si, 5.986, 5.4455, 31.9338, 0.0401, 0.0226, -0.008
Si, 9.6499, 6.496, 28.947, 0.0033, -0.002, -0.0026
Si, 0.6834, 7.3794, 29.9596, 0.0047, -0.0025, 0.0045
Si, 4.666, 9.117, 31.8353, 0.0119, -0.0093, 0.0272
Si, 7.8407, 8.9678, 34.3398, -0.0083, 0.0093, 0.0123
Si, 1.6415, 11.6643, 31.7506, -0.0062, 0.0149, -0.0138
Si, 7.4187, 12.9784, 30.7825, 0.0034, -0.0068, -0.0227
Si, 9.5445, 12.4054, 31.7675, 0.0185, -0.0091, 0.0211
Si, 0.0105, 2.206, 33.8033, -0.0052, 0.004, 0.0018
Si, 3.8072, 2.1753, 34.1234, -0.0043, 0.0002, -0.0047
Si, 7.524, 2.3794, 33.9745, -0.0032, 0.0095, 0.0079
Si, 1.9923, 5.5903, 34.0022, -0.0025, 0.0027, -0.0054
Si, 5.7921, 5.6495, 34.2546, -0.0095, 0.0123, 0.0144
Si, 9.6061, 5.6499, 34.0471, 0.003, -0.0027, 0.0289
Si, 0.1018, 8.9926, 34.1067, -0.0064, -0.0003, 0.0088
Si, 4.0038, 9.0166, 34.1263, -0.0009, 0.0057, 0.0012
Si, 7.8371, 8.8, 32.0479, -0.0029, -0.0211, 0.0153
Si, 1.9041, 12.255, 34.0609, -0.0043, -0.0009, 0.0112
Si, 5.7279, 12.3686, 34.1196, 0.0149, -0.0118, 0.0104
Si, 9.6594, 12.379, 34.114, 0.0084, 0.0063, -0.0031
Si, 1.8506, 1.0987, 34.8353, 0.0185, 0.0074, -0.007
Si, 5.7554, 1.1625, 34.9818, -0.0049, 0.0025, -0.0009
Si, 9.5891, 1.2601, 34.7069, 0.0067, -0.0132, -0.006
Si, -0.0036, 4.4614, 34.6669, -0.0012, 0.0047, -0.0042
Si, 3.8586, 4.446, 34.8868, 0.0136, -0.0109, 0.0027
Si, 7.7224, 4.5142, 34.9618, -0.0002, -0.0026, 0.0018
Si, 2.0411, 7.8402, 34.8184, -0.0058, -0.006, -0.0011
Si, 5.8587, 7.8703, 35.0161, 0.0124, -0.015, -0.0164
Si, 9.7977, 7.8345, 34.9439, 0.0071, -0.0021, -0.0095
Si, -0.02, 11.216, 34.9359, -0.0057, 0.0016, -0.0013
Si, 3.847, 11.2129, 34.9353, 0.0025, -0.0007, -0.0011
Si, 7.7129, 11.256, 34.8769, -0.0113, -0.0009, -0.0079
Si, 1.9208, 1.1094, 37.225, -0.0052, -0.0008, 0.0029
Si, 5.8022, 1.118, 37.3097, 0.0018, -0.0016, 0.0032
Si, 9.6536, 1.1496, 37.1618, 0.0008, 0.0027, 0.0008
Si, -0.0086, 4.4594, 37.144, -0.0003, -0.0016, 0.0021
Si, 3.8627, 4.454, 37.2502, -0.0031, 0.0009, 0.0013
Si, 7.7408, 4.4631, 37.2977, 0.0025, -0.0017, 0.0005
Si, 1.9469, 7.8155, 37.2128, -0.0004, 0.0008, 0.0033
Si, 5.8013, 7.8163, 37.3307, -0.0023, 0.0041, 0.0029
Si, 9.6907, 7.8134, 37.2874, -0.0022, 0.0027, 0.0026
Si, -0.0048, 11.1717, 37.2826, 0.0024, 0.002, 0.001
Si, 3.8613, 11.1701, 37.2804, -0.0032, -0.0019, 0.0029
Si, 7.7266, 11.184, 37.2469, -0.0011, -0.0039, -0.0001
Si, 0.0025, 0.0022, 5.0232, -0.0004, -0.0006, -0.0045
Si, 3.8609, -0.004, 4.9943, 0, 0.0012, -0.0005
Si, 7.732, 0.0027, 4.9868, -0.0006, 0.002, 0.0025
Si, 1.931, 3.3365, 5.1978, 0.0001, -0.0011, 0.0023
Si, 5.7961, 3.3548, 5.2351, 0.0001, -0.0015, -0.0015
Si, 9.6706, 3.3425, 5.2382, -0.0017, 0.0003, 0.0007
Si, -0.0118, 6.6931, 5.1097, -0.0017, -0.0018, 0.0004
Si, 3.8886, 6.6883, 5.1902, 0.0009, -0.0011, -0.0009
Si, 7.7349, 6.6964, 5.2111, 0.0011, -0.0029, -0.0044
Si, 1.9442, 10.0425, 5.1022, 0.0007, -0.0019, -0.0038
Si, 5.8034, 10.0325, 5.1102, -0.0007, 0, -0.0007
Si, 9.6641, 10.0485, 5.1091, -0.0007, -0.003, -0.004
Si, 0.0163, -0.0397, 7.3193, 0.0045, -0.0015, -0.0032
Si, 3.8518, -0.0806, 7.2752, 0.0071, -0.0003, -0.0054
Si, 7.7075, -0.041, 7.2659, 0.0019, -0.0054, -0.0124
Si, 1.9336, 3.2025, 7.6269, -0.0015, 0.0049, 0.0064
Si, 5.7914, 3.2681, 7.7016, 0.0012, 0.0078, -0.0025
Si, 9.6728, 3.2236, 7.7116, -0.0074, 0.0017, 0.0061
Si, -0.0085, 6.6204, 7.4638, 0.0072, -0.0009, 0.001
Si, 3.9556, 6.6155, 7.6147, -0.0025, 0.0003, -0.0034
Si, 7.7607, 6.6574, 7.6516, -0.0043, 0.0024, -0.002
Si, 1.9755, 9.9701, 7.4445, -0.0013, 0.0016, -0.0039
Si, 5.8156, 9.9438, 7.4604, 0.0041, -0.0024, -0.0057
Si, 9.6785, 10.025, 7.4567, -0.0027, -0.0015, -0.005
Si, 0.0181, 2.0209, 8.4529, 0.0058, 0.0031, -0.0067
Si, 3.8561, 1.9991, 8.3574, -0.0013, 0.0084, 0.0016
Si, 7.6986, 2.0352, 8.3756, 0.0035, 0.0093, -0.0028
Si, 1.9429, 5.5147, 8.2259, 0.003, -0.0045, -0.0168
Si, 5.8845, 5.5296, 8.623, 0.005, -0.0035, 0.0163
Si, 9.7057, 5.5269, 8.4532, -0.0017, -0.0063, -0.0016
Si, 0.0219, 8.8892, 8.165, -0.0023, 0.0054, 0.0026
Si, 3.8963, 8.8807, 8.3399, -0.0004, 0.0013, 0.0054
Si, 7.7712, 8.9631, 8.3647, -0.0059, 0.0003, 0
Si, 1.927, 12.2275, 8.1054, -0.0021, -0.0027, 0.0039
Si, 5.7876, 12.2167, 7.99, 0.0038, 0.0041, 0.0094
Si, 9.6499, 12.3173, 8.0455, 0.0036, 0.0054, 0.0048
Si, -0.0464, 0.804, 10.5816, -0.0092, -0.0062, 0.0024
Si, 3.7812, 0.7188, 10.424, -0.0007, -0.0107, -0.0153
Si, 7.4757, 0.8504, 10.4605, -0.0087, -0.0022, 0.0028
Si, 2.0323, 5.4384, 11.4153, 0.0163, -0.0066, -0.0046
Si, 8.0219, 7.3236, 11.6833, 0.0005, -0.0051, -0.0152
Si, 9.931, 4.3895, 12.6083, 0.0024, -0.0181, -0.0127
Si, 1.9445, 10.4385, 11.2962, -0.0121, -0.0017, 0.0053
Si, 3.9721, 9.2576, 10.7112, 0.0096, -0.0019, -0.0086
Si, 7.82, 9.5009, 10.7381, 0.0125, 0.0001, 0.0067
Si, 1.8568, 12.708, 10.4173, 0, 0.0008, 0.0043
Si, 4.7537, 10.8112, 14.3602, 0.0002, -0.0001, 0.0013
Si, 9.5465, 12.9924, 10.2985, 0.0049, -0.0081, -0.0001
Si, 1.8136, -3.5218, 13.5753, -0.0055, 0.0044, 0.0063
Si, 5.7031, -0.6636, 10.2522, -0.0052, 0.005, 0.0013
Si, 9.8487, -2.5909, 11.1148, -0.0177, -0.0049, 0.0008
Si, 0.0719, 1.8679, 12.6968, 0.0079, 0.0112, 0.0096
Si, 2.8763, 2.7038, 12.5582, -0.001, 0.0078, -0.0107
Si, 7.1657, 3.0709, 12.6195, -0.0094, 0.0153, -0.0082
Si, -0.236, 7.3439, 11.7397, 0.0053, 0.0073, 0.0058
Si, 6.2407, 5.8398, 11.1497, 0.0089, 0.0041, -0.0114
Si, 9.7737, 5.988, 10.8335, -0.0234, -0.0128, 0.0182
Si, 0.0563, 9.3357, 10.4571, 0.009, 0.001, -0.002
Si, 5.7837, 10.6493, 11.3397, -0.0045, -0.0028, -0.0159
Si, 4.5481, 7.2491, 12.0112, -0.0089, -0.0172, 0.0067
O, 4.9395, -1.1915, 15.1606, 0.0017, 0.001, -0.0013
O, 10.7768, 1.0787, 13.8062, 0.0028, -0.001, -0.0072
O, 6.9543, 2.7305, 14.2215, 0.0025, -0.0017, 0.0036
O, 0.4971, -3.017, 14.435, 0.0047, -0.0007, 0.0017
O, 3.861, 15.1008, 11.7529, -0.0013, 0.0055, 0.0105
O, -0.8156, 7.9507, 13.1649, -0.0003, -0.002, 0.0025
O, 9.7617, 5.0454, 14.1133, -0.0013, 0.0019, 0.0078
O, 5.3216, 9.6, 15.2901, -0.0011, -0.004, 0
O, 8.1938, 7.5877, 13.3573, 0.0007, -0.0026, 0.0075
O, 3.8096, 3.4115, 13.6683, -0.0007, -0.0001, 0.0062
O, 6.878, 1.7204, 11.7528, 0.004, -0.0006, 0.0045
O, 4.8811, 7.6059, 13.5976, -0.0009, 0.0018, 0.0036
O, 6.707, 3.0899, 28.563, 0.0026, 0.0033, -0.0017
O, 2.4921, 2.4749, 28.8453, -0.0004, -0.0053, -0.003
O, 8.3356, -1.793, 27.5618, -0.0018, 0.0014, -0.0033
O, -4.3622, -1.7925, 29.8865, 0.0071, -0.0131, -0.0032
O, 14.3556, 17.5934, 30.9162, -0.0027, 0.0201, 0.0164
O, 9.2201, 6.9473, 27.4341, -0.0003, -0.0016, 0.0017
O, 10.1103, 2.5668, 28.1193, 0.0039, 0.0033, -0.0032
O, 1.5921, 7.2084, 28.6316, -0.0005, -0.0004, 0.0063
O, 5.0497, 12.4148, 28.0193, 0.0036, 0.0047, 0.0009
O, 7.2587, 9.3457, 28.5478, 0.0011, -0.0068, 0.0055
O, 0.0791, 12.7201, 28.9852, 0.0017, -0.001, -0.0118
O, 6.5295, 10.2137, 26.158, 0.0072, 0.0013, 0.0015
Si, 6.6594, 4.2594, 27.4364, 0.0007, 0.0008, 0.004
Si, 11.6617, 12.6672, 27.3446, 0.0044, -0.0018, 0.0008
Si, 8.1347, 10.6869, 28.8798, -0.0145, 0.003, 0.0095
Si, 0.386, 0.6765, 17.6778, -0.005, -0.0034, 0.0065
Si, 2.7661, 10.6986, 23.1637, 0.0002, -0.0002, 0.0013
Si, 8.4935, 6.1677, 21.0034, 0.0047, -0.0019, 0.0015
Si, 1.909, 6.2621, 27.3484, -0.0055, -0.0024, 0.0017
Si, 5.8827, 5.6017, 19.3346, -0.0036, -0.001, 0.0143
Si, 4.8892, 8.0421, 15.1921, 0.0012, 0.0052, -0.0041
Si, 4.733, 2.5917, 25.8717, -0.0003, 0.0002, -0.0002
Si, 11.6652, 6.2277, 24.9135, 0.0035, -0.0007, -0.0054
Si, 11.7567, 8.955, 18.8773, -0.0002, 0.0018, 0.0082
Si, 5.8969, 0.5134, 20.7951, -0.0017, -0.0049, 0.0095
Si, 4.193, 12.7308, 16.5024, -0.0004, -0.0061, 0.0048
Si, 6.2104, 5.6429, 16.2727, 0.0003, 0.0006, 0.0054
Si, 10.5658, 10.9126, 14.1699, 0.0008, 0.0063, 0.0015
Si, 10.1559, 0.4181, 15.163, 0.0017, -0.0121, 0.0041
Si, 2.6768, 11.7731, 26.0441, -0.009, -0.0044, 0.0026
Si, 13.5542, 11.4855, 18.1669, -0.0013, -0.0068, 0.0066
Si, 5.9667, 9.4666, 27.5298, -0.0077, 0.002, 0.0005
Si, 6.129, 16.0417, 23.2147, 0.003, 0.0024, -0.007
Si, 10.4222, -2.1398, 25.1291, 0.002, 0.0022, -0.0009
Si, 11.7307, 14.4867, 20.6498, 0.0021, 0.0052, 0.0102
Si, 9.2228, 4.7896, 15.6506, -0.002, 0.0029, -0.0025
Si, 5.2275, -0.2541, 26.5597, 0.0035, -0.0007, 0.0102
Si, 10.0749, -0.292, 22.8808, 0.0002, -0.0004, -0.0021
Si, 4.8103, 6.7349, 27.8742, 0.0114, 0.0003, 0.0053
Si, 1.929, 8.3303, 21.3641, 0.0005, -0.0012, 0.0034
Si, 5.7345, 1.3598, 17.9257, 0.0011, 0.0009, 0.0089
Si, 10.7541, 2.0665, 26.7221, 0.0004, 0.003, 0.0067
Si, 2.1708, 7.1247, 14.9715, -0.0063, -0.0016, -0.0011
Si, 10.9589, 6.9335, 16.5179, 0.0004, 0.0103, 0.0028
Si, 7.7796, 2.1717, 15.5465, -0.0059, -0.0004, -0.0035
Si, 9.2067, 2.5468, 23.9702, 0.001, 0.0009, -0.0004
Si, 8.8701, 5.8992, 26.2157, -0.001, -0.0009, 0.0012
Si, 7.6482, 7.3945, 23.8343, -0.0033, 0, 0.0002
Si, 9.5019, -5.1914, 14.1357, -0.0023, 0.0243, 0.0118
Si, 2.0409, 3.1513, 27.3982, -0.0039, -0.0043, 0.0018
Si, 7.6513, 11.4116, 21.688, -0.0005, 0, -0.0011
Si, 9.4622, 9.1651, 20.6413, -0.006, -0.0001, 0.0038
Si, 4.5527, 4.9298, 21.7511, 0.0015, 0.0022, 0.0043
Si, 10.3582, -4.6686, 23.5637, -0.0001, 0.0012, -0.0018
Si, 3.0334, 2.0325, 16.9467, -0.0002, 0.0003, 0.0035
Si, 3.6091, 4.3486, 14.9776, 0.0013, -0.0004, -0.0079
Si, 4.7931, 7.756, 20.7808, -0.0007, 0.0015, 0.0093
Si, 14.3977, 12.9543, 20.8999, 0.0015, 0.0025, 0.0083
Si, 5.7234, 9.5032, 22.8976, -0.0009, -0.0008, 0.0005
Si, 10.7078, 3.9857, 21.6412, 0.0022, 0.0017, -0.004
Si, 1.6568, 5.4076, 22.5807, 0.0027, 0.0012, -0.0053
O, 6.7764, 12.5309, 20.8832, -0.0003, 0.0014, 0.0008
O, 10.9708, -3.5418, 24.5364, 0.0013, -0.0018, 0.0007
O, 0.8022, 8.265, 20.2038, -0.0005, 0.0018, -0.0037
O, 1.7537, 14.2394, 20.8662, -0.0012, -0.002, -0.003
O, 9.3934, -3.5872, 14.4385, -0.0083, -0.0118, 0.0026
O, 4.3038, 13.5501, 20.7123, 0.0014, 0.0001, -0.0025
O, 4.3227, 2.2087, 17.9474, -0.0009, -0.0001, -0.0025
O, 0.9343, 6.8085, 26.1629, 0.0016, -0.0014, 0.0039
O, 8.1729, 4.5996, 26.9251, -0.0006, 0.004, 0.0035
O, 4.2471, 10.0141, 23.3567, -0.0026, 0.0016, 0.0012
O, 3.4046, 7.7587, 15.8499, -0.0019, -0.0009, 0.0022
O, 12.5057, 12.5394, 17.5085, 0.0008, 0.0047, -0.0005
O, 10.7063, 0.4497, 26.7626, 0.0031, 0.0014, 0.0039
O, 5.3516, 7.1573, 19.3742, 0.0038, -0.0033, -0.0064
O, 7.6, 2.8809, 23.9147, 0.0001, -0.0002, 0.0033
O, 9.7778, 7.6135, 15.6204, 0.0017, -0.0046, 0.0006
O, -0.6856, -0.9413, 24.1245, 0.0002, 0, 0.0024
O, 11.2083, 7.3682, 23.8409, -0.0002, -0.0005, 0.0051
O, -1.2172, 9.1798, 22.0034, 0.0019, -0.0011, 0.0032
O, 2.6385, 5.6007, 14.5856, 0.0009, 0.003, 0.008
O, 0.7862, 6.9199, 15.7628, 0.0005, -0.0009, 0
O, 5.6515, 4.0758, 22.5862, 0.0003, -0.0042, 0.0023
O, 10.2983, -1.1984, 15.113, 0, 0.0046, 0.0026
O, -0.6562, 14.3788, 16.4728, 0.0008, 0.0026, 0.0023
O, 14.8862, 11.5485, 17.2025, 0.0024, 0.0041, -0.0016
O, 8.2011, 10.2003, 20.7292, 0.0029, 0.0009, 0.0031
O, 7.3224, 5.5354, 20.0781, -0.0011, 0.0014, -0.0018
O, 10.3308, 5.4145, 16.7064, -0.0023, -0.0042, -0.0009
O, 7.7294, 5.4178, 15.7793, 0.0058, -0.004, 0.0012
O, 12.103, 4.8093, 21.6303, 0.0015, 0.0003, 0.0041
O, 11.2589, 7.7553, 17.8861, -0.0006, -0.0033, -0.0037
O, 4.7881, 6.5486, 21.9076, 0.0016, -0.0003, -0.0036
O, 6.2106, 14.873, 22.0782, -0.0005, 0.0024, 0.0029
O, 8.9514, -1.3165, 22.3581, 0.0037, 0.0014, 0.0034
O, 9.3462, 1.0692, 23.3415, 0.0011, 0.0039, 0.0038
O, 13.9938, 11.929, 19.6824, -0.0009, 0.0005, -0.0042
O, 6.2468, 8.2383, 23.8074, 0.0029, -0.0022, 0.0025
O, 5.9686, 7.2371, 16.0888, 0.0009, -0.0024, 0.0025
O, 11.0775, 13.3955, 21.6522, -0.0006, -0.0001, 0.0005
O, 2.7747, 12.0918, 22.2972, 0.0008, 0.0008, -0.0012
O, 3.9945, 12.645, 25.604, 0.0031, 0.0011, 0.0043
O, 5.4902, 7.9851, 27.0943, 0.0011, -0.0024, 0.0079
O, 6.3493, 1.3312, 19.438, -0.0006, 0.0011, -0.0054
O, 5.3667, 13.2067, 17.536, 0.0006, 0.0023, -0.0009
O, 6.0334, 5.1275, 17.8045, 0.0017, 0.0009, -0.005
O, 8.7844, 11.3067, 25.0704, 0.0018, -0.0004, 0.0005
O, 6.7584, 15.397, 16.8143, 0, -0.001, 0.0027
O, 5.9082, 5.5595, 28.05, -0.0088, 0.0033, 0.0008
O, 9.0032, 3.1995, 15.9393, 0.0012, 0.0043, 0.0015
O, 8.5548, 0.7648, 15.237, -0.0032, 0.0025, 0.0036
O, 10.0686, 3.6293, 23.1024, -0.0022, -0.0017, 0.0047
O, 3.0797, 10.7441, 27.2748, -0.0012, -0.0047, 0.0038
O, 1.634, 4.6993, 27.7009, 0.0062, 0.0094, -0.0008
O, 1.8118, 9.6142, 22.3789, -0.0009, 0.0011, 0.0021
O, 1.6098, 1.7732, 17.7001, 0.0026, 0.0018, -0.0027
O, 8.9822, 7.6105, 20.3907, 0.0001, -0.0003, 0.0015
O, 10.3899, 9.6932, 19.3997, 0.0029, 0.0001, -0.003
O, 3.0512, 4.5883, 22.3077, -0.0005, -0.0005, 0.0017
O, 9.6436, 5.0055, 20.9338, -0.0011, -0.0002, 0.0031
O, 8.8048, 8.5213, 23.9672, 0.0025, -0.003, 0.0016
O, 4.8031, 4.6441, 20.1419, 0.0017, -0.0008, -0.005
O, 10.2883, 5.523, 25.4758, 0.0004, 0.0001, 0.0038
O, 6.7327, 10.78, 22.8912, 0.0002, 0.0005, 0.001
O, 11.0257, 11.3263, 26.6499, 0.0013, 0.0001, 0.004
O, 3.2172, 3.0325, 26.2716, 0.0022, 0.0001, 0.0031
O, 13.1689, -0.6092, 26.7021, 0.0014, -0.0019, -0.0006
O, 6.6716, -0.5792, 25.8503, 0.0005, 0.0023, -0.0006
O, 7.932, 6.446, 22.525, -0.0006, 0.0032, 0.0046
O, 12.8203, 10.0128, 18.1994, -0.0003, 0.0005, 0
O, 7.7511, 6.4715, 25.1763, 0.0024, -0.0009, 0.0021
O, 2.1931, 11.0103, 24.6769, -0.0007, 0.0016, 0.0026
O, 5.0983, 4.8385, 15.3982, 0.001, 0.0015, 0.004
O, 1.8938, 6.9783, 22.2562, -0.0013, -0.0019, 0.0011
O, 3.3226, 0.6672, 16.0653, -0.0019, 0.0038, -0.0015
O, -0.4841, 2.5786, 20.9232, -0.0016, -0.0016, 0.0025
O, 12.3294, 2.493, 26.6896, -0.0125, -0.0028, 0.0025
O, 11.2584, 0.7771, 19.1247, 0.0017, 0.0002, -0.0043
O, 5.1319, 1.3329, 26.815, -0.0021, 0.0005, -0.002
O, 4.972, 2.2067, 24.3013, -0.0005, -0.0008, 0.003
O, 9.8416, 2.5714, 25.4747, 0.0046, -0.0017, 0.0035
O, 5.7646, 3.8038, 26.1686, -0.0006, -0.0012, 0.006
O, 2.8874, 3.4202, 16.1093, -0.0009, -0.001, 0.0023
O, 5.7146, 8.959, 21.3504, 0.0014, 0.0008, 0.0025
O, 1.0963, 5.229, 24.1176, -0.0021, 0.0009, 0.0103
O, 3.4946, 6.366, 26.9822, 0.0002, -0.0003, 0.0007
O, 3.326, 8.3869, 20.5356, -0.0005, 0.0001, 0.0015
O, 13.2419, 1.853, 13.213, -0.0033, -0.0008, -0.0006
O, 12.7442, 8.7254, 30.7533, 0.0008, 0.0012, -0.0125
O, 8.7499, 3.2959, 12.3558, 0.0134, 0.015, 0.0009
O, -0.3257, 3.46, 12.6084, -0.0183, 0.0108, 0.0037
O, 3.3798, -7.2743, 11.9453, 0.0339, 0.0149, -0.0041
O, 12.5138, -7.2747, 30.9784, -0.001, 0.0007, -0.0016
O, 13.5603, 8.2318, 13.7638, 0.0078, -0.0084, 0.0021
O, -9.8591, -7.6368, 9.8565, -0.0055, -0.0023, 0.0133
O, 5.6032, 10.8751, 12.9795, -0.0046, 0.0052, 0.0156
O, 12.4575, 6.1915, 12.2555, -0.0152, 0.003, -0.0107
O, -3.253, 6.3846, 29.9061, 0.0079, 0.0036, 0.0009
O, 9.3187, 5.8382, 32.3952, 0.0017, 0.0019, -0.0218
O, -13.6509, 10.2348, 29.5193, 0.0055, -0.0076, -0.008
O, 10.4221, 5.057, 28.9082, -0.0026, -0.0042, 0.0037
O, 4.3674, 20.5381, 29.3797, 0.0068, 0.0046, -0.0057
O, 8.7725, 3.3524, 30.1987, 0.0175, -0.0041, -0.0022
O, -0.8898, 7.5577, 29.5775, 0.001, -0.0062, 0.0056
O, 11.3298, 3.1215, 30.4659, -0.0074, -0.008, -0.0084
O, 3.1452, 10.6082, 14.1765, 0.0048, 0.002, -0.0046
O, 7.5966, 14.3077, 29.7986, 0.0081, -0.0071, 0.0054
O, 17.9137, 9.3572, 31.6138, -0.0036, 0.0017, -0.0176
O, 10.4175, -2.1008, 12.6026, 0.0034, 0.009, -0.0029
O, 6.3476, 4.3896, 12.0393, 0.0095, -0.0242, 0.0135
O, 2.2223, 3.8283, 11.556, -0.0044, 0.0032, 0.0045

Results
free energy: -229412.043 eV
free energy less fixed offsets of O -568.88, Si -635.61 eV per atom: -0.113 eV

The program warned: the cutoff lies below the one the program advises for these potential files; the forces do not sum to zero within the program's tolerance; the exchange-correlation potential is rough where the density is thin.
